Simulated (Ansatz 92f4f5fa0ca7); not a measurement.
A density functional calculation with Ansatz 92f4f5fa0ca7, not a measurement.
Periodic cell of 212 atoms, Si132O80, from a study of silicon, its oxide and their interface. The atomic structure is a simulated model.
Doubt: the cutoff is low for norm-conserving oxygen, so forces and energies are approximate.
Doubt: the program's own warning below bears on the result.
This geometry differs little from another in the collection (a relaxation step or a small displacement).

Settings
functional: HSE06
potential files: SPMS norm-conserving
basis: plane waves
wave-function cutoff: 800 eV
density cutoff ratio: 4
exchange-correlation grid ratio: 1
k mesh: 1 x 1 x 1, Gamma-centred
occupations: fixed
spin: none
net charge: 0

Cell vectors (angstrom)
a	10.938	0	0
b	0	10.938	0
c	0	0	31.1215

Atoms: element, x, y, z (angstrom)
Si	10.332	0.4045	23.781
Si	5.8688	10.376	23.8594
Si	2.1726	3.1834	23.7496
Si	8.6194	2.2344	23.5261
Si	0.3844	4.9661	23.4664
Si	4.9732	5.9104	23.8011
Si	3.1997	7.6549	23.814
Si	7.7384	8.839	23.7929
Si	1.2356	1.3896	24.9554
Si	6.8234	1.3633	24.877
Si	3.9789	4.1448	25.0024
Si	9.5741	4.0268	24.8114
Si	1.3111	6.729	24.8829
Si	6.8323	6.8894	24.8837
Si	4.0848	9.4698	25.061
Si	9.4624	9.6555	25.1622
Si	2.6945	0.0167	26.2914
Si	8.1121	0.0937	26.4323
Si	-0.0519	2.7579	26.3599
Si	5.4417	2.7497	26.2663
Si	2.6701	5.4953	26.3923
Si	8.2154	5.4568	26.2219
Si	-0.0013	8.1874	26.2917
Si	5.5051	8.1698	26.3984
Si	4.1018	1.3673	27.7033
Si	9.5708	1.3673	27.7033
Si	1.3673	4.1018	27.7033
Si	6.8362	4.1018	27.7033
Si	4.1018	6.8362	27.7033
Si	9.5708	6.8362	27.7033
Si	1.3673	9.5708	27.7033
Si	6.8362	9.5708	27.7033
Si	0	0	29.0705
Si	5.469	0	29.0705
Si	2.7345	2.7345	29.0705
Si	8.2035	2.7345	29.0705
Si	0	5.469	29.0705
Si	5.469	5.469	29.0705
Si	2.7345	8.2035	29.0705
Si	8.2035	8.2035	29.0705
Si	1.3673	1.3673	30.4378
Si	6.8362	1.3673	30.4378
Si	4.1018	4.1018	30.4378
Si	9.5708	4.1018	30.4378
Si	1.3673	6.8362	30.4378
Si	6.8362	6.8362	30.4378
Si	4.1018	9.5708	30.4378
Si	9.5708	9.5708	30.4378
Si	2.7345	0	0.6835
Si	8.2035	0	0.6835
Si	0	2.7345	0.6835
Si	5.469	2.7345	0.6835
Si	2.7345	5.469	0.6835
Si	8.2035	5.469	0.6835
Si	0	8.2035	0.6835
Si	5.469	8.2035	0.6835
Si	4.1018	1.3673	2.0507
Si	9.5708	1.3673	2.0507
Si	1.3673	4.1018	2.0507
Si	6.8362	4.1018	2.0507
Si	4.1018	6.8362	2.0507
Si	9.5708	6.8362	2.0507
Si	1.3673	9.5708	2.0507
Si	6.8362	9.5708	2.0507
Si	0	0	3.418
Si	5.469	0	3.418
Si	2.7345	2.7345	3.418
Si	8.2035	2.7345	3.418
Si	0	5.469	3.418
Si	5.469	5.469	3.418
Si	2.7345	8.2035	3.418
Si	8.2035	8.2035	3.418
Si	1.413	1.3265	4.7075
Si	6.8528	1.4095	4.8698
Si	4.1141	4.1298	4.7339
Si	9.5725	4.0965	4.9058
Si	1.3684	6.8155	4.8545
Si	6.9095	6.7745	4.7342
Si	4.1273	9.5674	4.8123
Si	9.6009	9.5436	4.7078
Si	2.7626	0.0392	6.1593
Si	8.3338	-0.027	6.1061
Si	0.1234	2.6458	6.1326
Si	5.5163	2.9444	6.2054
Si	2.7829	5.4184	6.1885
Si	8.1992	5.5506	6.3403
Si	-0.0321	8.23	6.1773
Si	5.5826	8.1649	6.0432
Si	3.7003	1.9247	7.2822
Si	10.232	0.7696	7.3299
Si	1.8236	3.6311	7.4585
Si	6.3692	4.7694	7.693
Si	4.5671	6.4921	7.3388
Si	9.0798	7.4574	7.5287
Si	1.1364	9.8284	7.4501
Si	7.3061	9.1757	7.2993
O	1.8296	9.0081	8.7692
O	1.1521	4.089	8.9299
O	9.6687	1.4581	8.7107
O	6.6579	9.7883	8.6955
O	4.5513	1.3851	8.6006
O	3.9977	7.3199	8.661
O	6.8137	4.6369	9.336
O	9.4596	7.2838	9.1498
O	2.6789	2.3728	22.3951
O	5.3121	10.4868	22.2977
O	8.2173	2.6884	21.9385
O	-0.1273	5.3312	21.8796
O	8.3082	8.969	22.2096
O	2.7231	8.0974	22.2842
O	5.4373	5.326	22.301
O	10.6091	10.4879	22.3636
Si	5.5818	0.2938	20.8878
Si	3.4867	3.151	17.0439
Si	4.7832	1.538	10.1871
Si	3.3841	2.5205	20.9462
Si	3.9166	9.5785	18.8404
Si	2.6991	7.8189	9.5089
Si	9.784	9.3107	21.5666
Si	5.0388	8.061	16.3287
Si	9.9405	0.2117	19.1181
Si	5.1285	10.3282	14.087
Si	0.2759	8.6997	15.6735
Si	6.7529	10.2907	10.232
Si	0.3467	0.9322	12.5056
Si	7.2212	5.7929	16.3454
Si	9.4401	0.0364	16.2588
Si	10.1106	6.4525	17.6696
Si	10.9416	6.5399	20.748
Si	2.8005	7.5751	20.7503
Si	2.6952	2.899	11.9543
Si	10.0399	2.584	14.8213
Si	7.376	4.0086	13.7715
Si	7.9071	9.7075	13.8864
Si	4.0377	8.0041	12.3081
Si	9.6714	6.8791	10.7181
Si	7.0088	7.6811	12.0846
Si	10.501	9.1016	12.7689
Si	7.9852	2.0016	20.4541
Si	6.112	3.8661	18.5897
Si	4.7714	5.2818	20.8166
Si	7.0882	3.6985	10.6765
Si	9.153	1.4776	10.232
Si	2.5913	7.1223	14.8203
Si	1.1353	5.074	10.2413
Si	2.056	1.0048	18.5141
Si	4.7175	2.4508	14.2106
Si	1.1554	4.7311	16.0825
O	10.4137	1.4079	13.7756
O	8.0146	0.3474	10.4484
O	8.893	3.4997	14.111
O	4.2809	2.9504	15.6682
O	10.0736	6.4613	19.3327
O	3.6187	4.1217	20.7154
O	8.1974	6.7283	11.4536
O	1.5718	6.6051	20.3174
O	2.3192	2.0367	17.2901
O	3.3133	8.3675	10.9054
O	4.1638	6.7441	20.4959
O	8.6764	6.1187	16.9923
O	0.5441	0.4441	18.6463
O	2.8135	8.8838	19.8076
O	7.4319	8.1457	13.619
O	3.3465	2.0293	10.7431
O	10.5902	7.8998	21.5736
O	10.5893	8.2845	14.1951
O	1.9725	4.2729	11.4164
O	5.8623	2.6421	10.6702
O	8.3635	10.0848	15.4027
O	4.4167	0.8445	14.1846
O	9.1107	9.9706	12.8202
O	4.6456	3.1816	18.219
O	6.3	2.8115	14.0635
O	5.3589	0.0907	10.672
O	4.8169	1.7414	20.9055
O	10.6403	7.8395	16.9502
O	0.7113	10.2637	12.5906
O	4.5276	8.502	17.8034
O	10.5545	5.479	10.7658
O	7.1751	5.3061	14.7685
O	5.1331	10.2437	19.6876
O	6.6461	4.5282	17.2099
O	1.5485	5.8738	14.9771
O	5.9098	5.0388	19.6959
O	10.5046	8.0579	11.5164
O	9.0263	-0.1293	17.8152
O	6.6393	10.6688	13.5603
O	1.8798	8.4599	15.4692
O	9.4481	1.5811	19.8637
O	7.1614	0.6132	20.6991
O	0.1711	5.2457	17.2592
O	2.5751	4.4838	16.8615
O	3.8358	3.2437	13.0737
O	9.4407	1.6668	16.0438
O	6.9694	8.9871	11.1372
O	10.9088	10.2828	15.9574
O	2.3806	1.8056	19.8951
O	7.1519	4.3912	12.1774
O	5.4494	7.1336	12.132
O	3.0831	-0.1857	18.1091
O	4.3232	9.4368	13.0103
O	7.198	2.86	19.2945
O	5.2183	9.4564	15.4769
O	0.3803	3.5038	15.299
O	1.6587	1.8576	12.6161
O	9.7211	9.8258	20.0333
O	1.7913	6.499	9.8086
O	2.9497	7.1964	13.2277
O	10.4726	1.2221	11.1339
O	6.4044	7.1947	16.4908
O	3.9984	7.0089	15.6309
O	8.526	2.9486	10.517

Results
free energy: -50790.402 eV
free energy less fixed offsets of O -447.96, Si -113.29 eV per atom: 0.678 eV
gap between the highest filled and lowest empty level on this k mesh: 1.407 eV

The program warned: the cutoff lies below the one the program advises for these potential files; the model core charge is not resolved on the grid; the forces do not sum to zero within the program's tolerance; the exchange-correlation potential is rough where the density is thin.
